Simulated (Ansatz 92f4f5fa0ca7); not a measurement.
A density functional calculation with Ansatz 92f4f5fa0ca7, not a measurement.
Periodic cell of 227 atoms, Si134O91H1N1, from a study of silicon, its oxide and their interface. The atomic structure is a simulated model.
Doubt: the cutoff is far below the 930 eV that the study's wrapper takes by default for these files, so forces and energies are approximate.
This geometry differs little from another in the collection (a relaxation step or a small displacement).

Settings
functional: PBE
potential files: Ansatz PAW
basis: plane waves
wave-function cutoff: 580 eV
density cutoff ratio: 5
exchange-correlation grid ratio: 1
k mesh: 1 x 1 x 1, Gamma-centred
self-consistency stop: 5e-08 eV per atom in the density residual
occupations: fixed
spin: none
net charge: 0

Cell vectors (angstrom)
a  10.938  0  0
b  0  10.938  0
c  0  0  32.0497

Atoms: element, x, y, z (angstrom)
Si  0.2707  -0.2155  24.5211
Si  5.945  -0.0921  24.4235
Si  2.2841  2.9647  24.7704
Si  7.8201  3.0597  24.779
Si  0.1159  5.3309  24.6784
Si  5.5976  5.3655  24.6062
Si  2.4762  8.427  24.5041
Si  7.9239  8.3039  24.3959
Si  1.2852  1.3007  26.025
Si  6.8534  1.3548  26.0402
Si  4.0123  4.139  25.8832
Si  9.4801  4.1931  25.9815
Si  1.3599  6.8952  25.9282
Si  6.7748  6.9049  25.9218
Si  4.1467  9.6739  25.6679
Si  9.5469  9.5143  25.7215
Si  2.7886  -0.0176  27.2418
Si  8.2728  -0.046  27.2576
Si  -0.0738  2.7601  27.2944
Si  5.4023  2.7556  27.2722
Si  2.7165  5.5111  27.2851
Si  8.1402  5.5544  27.3127
Si  -0.0512  8.2295  27.2421
Si  5.3956  8.2848  27.2195
Si  4.1018  1.3673  28.6314
Si  9.5708  1.3673  28.6314
Si  1.3673  4.1018  28.6314
Si  6.8362  4.1018  28.6314
Si  4.1018  6.8362  28.6314
Si  9.5708  6.8362  28.6314
Si  1.3673  9.5708  28.6314
Si  6.8362  9.5708  28.6314
Si  0  0  29.9987
Si  5.469  0  29.9987
Si  2.7345  2.7345  29.9987
Si  8.2035  2.7345  29.9987
Si  0  5.469  29.9987
Si  5.469  5.469  29.9987
Si  2.7345  8.2035  29.9987
Si  8.2035  8.2035  29.9987
Si  1.3673  1.3673  31.3659
Si  6.8362  1.3673  31.3659
Si  4.1018  4.1018  31.3659
Si  9.5708  4.1018  31.3659
Si  1.3673  6.8362  31.3659
Si  6.8362  6.8362  31.3659
Si  4.1018  9.5708  31.3659
Si  9.5708  9.5708  31.3659
Si  2.7345  0  0.6835
Si  8.2035  0  0.6835
Si  0  2.7345  0.6835
Si  5.469  2.7345  0.6835
Si  2.7345  5.469  0.6835
Si  8.2035  5.469  0.6835
Si  0  8.2035  0.6835
Si  5.469  8.2035  0.6835
Si  4.1018  1.3673  2.0507
Si  9.5708  1.3673  2.0507
Si  1.3673  4.1018  2.0507
Si  6.8362  4.1018  2.0507
Si  4.1018  6.8362  2.0507
Si  9.5708  6.8362  2.0507
Si  1.3673  9.5708  2.0507
Si  6.8362  9.5708  2.0507
Si  0  0  3.418
Si  5.469  0  3.418
Si  2.7345  2.7345  3.418
Si  8.2035  2.7345  3.418
Si  0  5.469  3.418
Si  5.469  5.469  3.418
Si  2.7345  8.2035  3.418
Si  8.2035  8.2035  3.418
Si  1.4375  1.3023  4.7687
Si  6.8447  1.357  4.8444
Si  4.1827  4.007  4.7421
Si  9.5664  4.0902  4.8173
Si  1.3765  6.823  4.7497
Si  6.8798  6.8077  4.8053
Si  4.1244  9.5817  4.8284
Si  9.6047  9.5417  4.7392
Si  2.7861  -0.0066  6.2779
Si  8.2498  -0.0653  6.1262
Si  0.0452  2.6647  6.0659
Si  5.4772  2.7024  6.2953
Si  2.7752  5.394  5.9611
Si  8.2299  5.45  6.274
Si  0.0612  8.2214  6.1237
Si  5.5354  8.2266  6.1567
Si  3.8281  1.6312  7.6817
Si  9.9077  1.0323  7.3625
Si  1.6219  3.8647  7.2991
Si  6.5124  4.4004  7.5863
Si  4.2751  6.5959  7.2512
Si  9.4497  7.1159  7.4681
Si  1.2028  9.7246  7.5672
Si  7.1637  9.3079  7.5265
O  5.3791  5.5568  7.8542
O  0.0614  -0.0723  7.9544
O  2.697  2.8031  7.952
O  8.2868  8.1771  7.9589
O  1.3729  9.5763  24.0189
O  6.6689  4.1508  24.2902
O  6.9142  9.5674  23.9365
O  2.701  2.364  23.2874
O  6.6496  9.936  8.9628
O  0.9364  4.6324  8.5607
O  1.7548  9.0942  9.0033
O  6.8014  3.9346  9.1467
O  10.2776  6.715  8.8525
O  4.2237  1.1201  9.2047
O  3.4006  7.1386  8.5004
O  9.2029  1.7294  8.668
O  5.8049  1.0011  23.1744
O  8.318  2.4213  23.3523
O  12.0288  4.0404  24.4032
O  5.1716  6.1319  23.1805
O  8.356  7.3863  23.058
O  8.1626  3.986  18.8625
O  2.964  7.6075  23.1476
O  10.7097  0.6443  23.2115
Si  7.114  10.3518  10.4778
Si  4.5515  12.0291  10.814
Si  7.9237  4.9699  17.5824
Si  -0.2233  7.3225  19.7583
Si  4.1421  13.4812  15.3315
Si  0.2653  1.1362  17.6027
Si  12.7144  1.9723  19.8809
Si  5.721  1.7602  21.7227
Si  7.1028  3.4172  15.0294
Si  3.7254  -2.164  18.1651
Si  4.3018  0.2245  19.4773
Si  8.0098  4.0647  10.2302
Si  9.1891  1.4922  10.278
Si  10.6624  5.2362  9.4333
Si  -0.1925  6.9387  13.8631
Si  5.8999  6.9829  17.377
Si  10.5191  1.0646  21.654
Si  2.7354  7.9695  9.6914
Si  7.0118  -0.0103  18.0713
Si  6.9783  2.8906  19.2262
Si  14.0495  3.3919  22.0833
Si  11.3797  1.3367  12.3205
Si  7.52  -2.0539  15.7777
Si  9.9759  2.4224  14.9169
Si  2.6032  10.7326  16.0409
Si  1.205  -1.3782  13.4082
Si  7.829  5.7479  12.9123
Si  -1.4466  10.2177  19.5697
Si  8.4601  3.142  21.8895
Si  9.9048  -3.9843  16.693
Si  3.7309  6.3669  22.4154
Si  1.5311  5.7442  11.6794
Si  4.3693  15.3167  17.8937
Si  3.8224  9.37  12.0254
Si  9.2267  6.1989  22.2908
Si  2.7146  6.3843  19.5538
Si  3.0728  3.1838  12.4585
Si  6.633  -2.3673  12.9221
O  7.9222  -0.9417  19.0966
O  -0.4866  8.9318  19.8836
O  13.8979  4.9349  22.5846
O  10.4824  1.7317  16.2985
O  2.7437  7.4983  18.3564
O  3.9445  8.6282  10.5732
O  8.2147  2.62  10.9548
O  -0.7701  0.1546  18.374
O  7.1735  9.067  11.4711
O  5.3792  0.0317  18.2577
O  3.4944  -1.1902  19.4655
O  -0.0586  8.5395  13.5451
O  4.276  13.4753  11.5365
O  0.0373  6.7853  15.4839
O  7.8491  5.2137  11.3679
O  3.1536  4.9377  18.8718
O  9.3082  4.3697  9.2932
O  0.7933  2.3204  18.6203
O  -2.0155  8.2055  16.3118
O  4.6506  2.9999  21.7368
O  -5.86  9.0553  13.0127
O  14.3873  -1.4387  16.7204
O  1.758  13.1925  12.3661
O  5.1877  0.5295  20.7902
O  -0.2658  1.6588  10.8967
O  7.1993  6.3339  18.1328
O  7.273  10.2941  16.5795
O  0.1737  5.1459  10.9896
O  12.5963  -0.7338  14.832
O  9.6265  -4.2719  20.7813
O  6.7348  6.9501  12.9789
O  6.0941  11.5233  10.9872
O  3.4512  14.2177  14.0464
O  -1.5252  0.0693  20.9903
O  8.3471  2.3853  14.9713
O  5.2414  8.1553  18.2828
O  5.7396  13.4664  14.9712
O  14.139  1.4073  19.3057
O  9.2851  -4.5843  13.3933
O  8.6269  -0.0009  10.5543
O  1.1968  -4.349  20.1592
O  2.5152  8.8092  12.8048
O  6.3667  7.7301  16.0019
O  -0.3778  7.0912  18.1551
O  1.9391  6.9648  10.6844
O  4.8831  5.7405  17.1215
O  7.2801  4.5429  13.8634
O  3.5813  11.9461  15.5217
O  3.7741  6.6671  20.7998
O  10.4135  12.5378  13.5973
O  7.0393  4.1742  16.4777
O  11.7114  -0.2443  12.3424
O  11.9474  0.8998  20.8594
O  -1.692  5.445  16.7695
O  10.6257  3.9081  14.7741
O  13.0514  3.2638  20.8069
N  7.1116  2.5286  20.944
O  7.3688  12.5169  18.3033
O  12.0101  6.2039  13.1643
O  8.438  4.7768  22.0516
O  3.6558  10.9581  11.6752
O  5.5156  3.5783  18.8054
O  1.5855  11.2276  17.1984
O  7.4945  9.2021  14.1754
O  2.7434  4.669  11.8546
O  9.9418  2.5939  21.4125
O  3.8343  3.3687  16.7216
O  10.5456  5.939  23.2284
H  10.4803  4.4918  15.5408

Results
free energy: -137341.890 eV
free energy less fixed offsets of H -15.97, N -385.13, O -568.88, Si -635.61 eV per atom: -0.970 eV

Forces (eV/angstrom), in the order of the atoms: element, x, y, z
Si  0.004  -0.0145  0.0198
Si  0.0202  0.0038  0.072
Si  0.0142  -0.0259  0.0654
Si  0.0214  0.0156  0.0786
Si  -0.0035  0.0305  0.0254
Si  0.0039  0.0029  0.0385
Si  -0.0016  0.0017  0.0073
Si  -0.0476  0.031  -0.0214
Si  0.0106  -0.0011  -0.0279
Si  0.0096  -0.0519  -0.0504
Si  -0.0072  -0.0099  -0.0141
Si  -0.0432  -0.0036  -0.021
Si  -0.0096  0.0122  -0.0061
Si  -0.0073  0.0081  0.0057
Si  0.0092  -0.0083  0.0027
Si  0.012  0.017  0.0126
Si  -0.0024  0.0141  0.0077
Si  -0.0006  0.0117  0.0014
Si  -0.0004  -0.0284  0.0111
Si  -0.0092  -0.0061  0.0104
Si  0.0188  0.0105  -0.0006
Si  0.0222  0.0013  -0.0108
Si  -0.0098  -0.0097  0.0113
Si  -0.0052  -0.0044  -0.0099
Si  -0.1217  -0.0304  0.201
Si  -0.0506  -0.1791  0.3161
Si  -0.1202  0.0469  -0.0133
Si  -0.2865  0.0497  0.0262
Si  -0.014  0.3595  -0.0149
Si  -0.0306  0.2937  0.2484
Si  0.0714  -0.0415  -0.2795
Si  -0.0079  0.0111  -0.2272
Si  0.0937  0.1576  -0.0081
Si  0.1115  0.0863  -0.013
Si  -0.0536  -0.0838  -0.0144
Si  -0.0464  -0.1456  -0.0242
Si  0.0315  -0.0339  -0.0127
Si  0.0447  0.0049  -0.0031
Si  -0.0132  -0.1143  -0.0008
Si  0.0005  -0.0716  0.0174
Si  -0.0081  -0.0095  0.0125
Si  -0.0443  0.0562  0.0016
Si  -0.0264  0.0366  -0.0296
Si  -0.0028  0.0514  -0.0428
Si  -0.0168  0.0278  -0.0118
Si  0.0224  -0.0095  -0.0038
Si  -0.0694  0.0154  -0.0405
Si  -0.0285  0.0029  -0.0326
Si  0.074  -0.0035  0.017
Si  0.0367  0.0233  0.02
Si  -0.0103  -0.0148  0.0134
Si  0.0213  -0.0452  0.0276
Si  -0.0168  -0.0183  0.0225
Si  0.0316  -0.0486  0.0089
Si  0.0375  -0.0624  0.0197
Si  0.0112  -0.0225  0.0088
Si  -0.0787  0.0519  -0.0511
Si  0.0408  0.027  0.0546
Si  -0.0243  -0.0058  0.0647
Si  -0.0012  0.088  -0.0232
Si  0.001  0.0263  0.0576
Si  -0.0721  -0.0059  -0.0377
Si  -0.0366  0.0503  -0.0418
Si  0.0094  -0.0117  0.0562
Si  0.2319  -0.0528  -0.2519
Si  0.0027  0.1725  0.2668
Si  0.2306  -0.3867  -0.2913
Si  -0.1388  -0.0018  0.2952
Si  -0.2593  -0.0672  0.0149
Si  0.3381  -0.1068  -0.0185
Si  0.1572  0.1995  0.1185
Si  0.079  -0.2864  -0.1622
Si  -0.0208  -0.0021  -0.0001
Si  -0.0139  0.0074  0.0027
Si  -0.0406  0.0131  -0.029
Si  -0.0169  0.0267  0.0148
Si  -0.0145  0.0123  0.0106
Si  0.0329  0.0215  -0.0162
Si  -0.0087  0.0114  0.0116
Si  0.001  0.0044  0.0019
Si  0.0224  -0.0358  -0.0158
Si  0.0026  0.0037  -0.0014
Si  -0.0085  -0.0075  0.003
Si  0.0294  -0.0607  -0.0209
Si  -0.0278  0.0185  -0.0038
Si  0.0101  -0.0395  -0.0153
Si  0.0259  -0.007  -0.0135
Si  -0.038  0.0307  0.0083
Si  0.0029  -0.0135  -0.0424
Si  0.0216  0.0066  -0.0406
Si  -0.0478  0.0017  -0.1192
Si  0.1125  -0.0278  -0.0605
Si  -0.0275  0.1073  -0.2259
Si  -0.0133  -0.0141  -0.0258
Si  -0.0325  0.0518  -0.0765
Si  0.0009  -0.0139  -0.039
O  0.0894  -0.0767  0.0484
O  0.0147  -0.018  0.0456
O  0.0531  -0.0433  0.032
O  -0.0063  -0.0038  0.0203
O  -0.0022  -0.0034  -0.02
O  -0.0304  0.0212  -0.0276
O  0.007  -0.0154  -0.0299
O  -0.0008  0.0103  -0.0333
O  0.0001  0.0226  0.0497
O  0.0197  0.0216  0.0659
O  -0.0128  0.0076  0.0126
O  -0.0006  -0.0084  0.0896
O  0.0052  0.0081  0.0097
O  0.0136  -0.0173  0.0835
O  -0.023  -0.0465  0.0654
O  -0.0176  0.0053  0.0449
O  -0.0056  0.0302  -0.0598
O  0.017  0.0054  -0.0342
O  -0.0043  0.0012  -0.0203
O  -0.031  0.0191  -0.0526
O  0.0198  -0.0325  -0.0078
O  -0.0077  0.0003  0.0001
O  0.0058  -0.0156  -0.0145
O  -0.0033  0.0176  -0.029
Si  -0.0137  0.0053  -0.0108
Si  -0.0041  -0.0104  -0.0004
Si  -0.0003  -0.0015  0.0044
Si  -0.035  -0.0117  0.0014
Si  -0.0015  0.0005  0.0021
Si  -0.0067  -0.0063  -0.0036
Si  0.001  0.0073  -0.0055
Si  -0.0052  0.0086  0.0454
Si  0.0053  -0.0027  0.0127
Si  0.0059  -0.0007  -0.0079
Si  0.0102  0.0026  -0.0151
Si  0.0037  -0.0077  0.0054
Si  -0.0025  0.005  -0.0197
Si  -0.0444  0.0168  0.0058
Si  -0.0047  0.0002  0.0101
Si  0.003  -0.0001  -0.0099
Si  0.0045  -0.0096  0.0223
Si  -0.0494  0.0683  0.1095
Si  0.0018  0.0073  -0.0103
Si  0.0119  0.0058  -0.0098
Si  0.0167  0.0079  0.0045
Si  -0.0125  0.0069  0.0108
Si  -0.0071  0.0002  0.0083
Si  -0.0072  0.0019  -0.0125
Si  -0.0036  0.0003  -0.0001
Si  0.0019  -0.0023  0.0125
Si  0.0003  -0.0078  0.0033
Si  -0.0063  -0.0005  -0.0081
Si  -0.0229  0.0054  0.0001
Si  0.0007  0.0009  0.0247
Si  0.0081  -0.0027  -0.0022
Si  -0.0201  0.0231  -0.0027
Si  0.003  -0.0014  -0.0033
Si  0.0003  0.0104  0.0117
Si  -0.0103  0.0004  -0.0179
Si  0.0149  0.0006  0.0086
Si  0.0035  -0.0039  0.0222
Si  -0.0007  0.0041  0.0107
O  -0.0024  0.0003  -0.0012
O  0.0032  -0.0185  -0.0045
O  0.0084  -0.01  0.01
O  0.0029  0.003  -0.0051
O  -0.0033  0.0035  -0.0028
O  0.0174  0.0135  0.0192
O  -0.0009  -0.0042  -0.0037
O  0.0048  0.0065  -0.0021
O  -0.0042  -0.0138  -0.0006
O  -0.0056  0.0009  0.0097
O  -0.0004  0.0016  0.0038
O  0.0011  -0.0044  -0.0108
O  -0.0056  0.0146  -0.0054
O  0.0065  -0.0017  -0.0086
O  -0.0007  0.0134  0.0016
O  -0.0003  -0.0042  -0.0035
O  -0.0062  0.0026  -0.0072
O  -0.0052  0.0028  -0.0024
O  0.0061  -0.0082  -0.0007
O  0.0006  -0.0161  0.0066
O  0.005  -0.002  -0.0061
O  -0.0041  0.0022  -0.0016
O  0.0081  0.004  -0.0094
O  -0.0104  -0.0053  -0.0093
O  0.0089  -0.0028  0.0001
O  -0.0018  -0.0035  -0.0023
O  -0.0023  -0.0027  -0.0006
O  0.0146  -0.0018  0.0354
O  -0.001  0.0019  -0.0039
O  0.0369  0.0296  -0.0453
O  -0.0011  -0.0013  -0.0141
O  -0.0009  0.0013  -0.0117
O  -0.0015  -0.0023  -0.0039
O  0.001  -0.0002  -0.0026
O  0.0031  0.0108  -0.0021
O  -0.0014  -0.0019  0.005
O  0.0067  0.0071  -0.0029
O  0.0042  -0.0045  0.0004
O  0.0053  0.0053  -0.0077
O  0.0005  -0.0054  0.0012
O  -0.0048  0.0022  0.0005
O  -0.0107  -0.0014  -0.0117
O  0.0033  0.0033  -0.0033
O  -0.0156  0.0069  -0.0028
O  -0.0229  -0.0347  0.039
O  -0.0021  0.0027  0.0011
O  -0.0056  -0.0027  -0.0037
O  0.0018  0.004  -0.0029
O  -0.0102  0.0034  -0.026
O  -0.0025  0.01  0.0108
O  -0.0001  -0.01  -0.0147
O  0.0018  -0.0045  -0.0086
O  0.0069  0  -0.0022
O  0.0018  0.0045  -0.0021
O  -0.011  -0.0176  -0.0084
O  -0.0123  -0.0121  -0.012
N  0.0051  0.0058  -0.0405
O  -0.0048  -0.0105  0.0004
O  -0.0072  0.0064  0.0044
O  0.0049  -0.0193  0.0178
O  -0.0058  -0.0143  -0.0008
O  -0.0083  0.005  -0.0037
O  0.0008  0.0003  -0.0014
O  0.0001  0.001  -0.0075
O  0.0149  -0.0145  -0.0158
O  0.0072  -0.0083  0.0072
O  -0.0027  -0.0045  -0.0045
O  -0.0102  0.003  -0.0207
H  0.0066  0.0085  0.0009

The program warned: the cutoff lies below the one the program advises for these potential files; the forces do not sum to zero within the program's tolerance; the exchange-correlation potential is rough where the density is thin.
